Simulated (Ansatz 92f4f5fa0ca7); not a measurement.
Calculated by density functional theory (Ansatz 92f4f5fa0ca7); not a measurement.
Periodic cell of 214 atoms, Si126O80As8, from a study of silicon, its oxide and their interface. The atomic structure is a simulated model.
Doubt: the cutoff is far below the 930 eV that the study's wrapper takes by default for these files, so forces and energies are approximate.
This geometry differs little from another in the collection (a relaxation step or a small displacement).

Settings: functional PBE; potential files Ansatz PAW; basis plane waves; wave-function cutoff 580 eV; density cutoff ratio 5; exchange-correlation grid ratio 1; k mesh 1 x 1 x 1, Gamma-centred; self-consistency stop 5e-08 eV per atom in the density residual; occupations fixed; spin none; net charge 0.

Cell vectors (angstrom)
a 10.938 0 0
b 0 10.938 0
c 0 0 32.2361

Atoms and the computed forces on them: element, x, y, z (angstrom), force x, y, z (eV/angstrom)
As 0.4601 -0.4587 24.6365 -0.0002 -0.0006 -0.0046
As 5.9181 -0.4426 24.7251 -0.0019 -0.0007 -0.0008
Si 2.2425 3.3166 24.7398 -0.0083 -0.0053 0.0042
Si 7.7699 3.2463 24.6816 -0.0089 -0.0057 -0.0012
Si 0.5185 5.1239 24.8817 0.0059 -0.0002 0.0085
Si 6.0208 5.0271 24.8108 0.0049 0.0095 0.0094
As 2.3656 8.6698 24.7101 0.0012 0.0058 -0.003
As 7.8059 8.6841 24.6684 0.0026 0.0069 -0.0011
Si 1.3891 1.3808 25.9989 -0.0041 -0.0017 0.0077
Si 6.8849 1.3845 26.0286 -0.0055 -0.0025 0.0103
Si 4.1308 4.1222 26.0191 0.0031 0.0022 0.0021
Si 9.588 4.1239 26.016 0.0048 0.0011 0.0047
Si 1.4222 6.915 26.1538 0.0056 -0.0028 0.0122
Si 6.8711 6.8873 26.0795 -0.002 -0.0023 0.0108
Si 4.1246 9.5962 26.1559 0.0008 0.0008 0.0095
Si 9.6004 9.5924 26.1005 -0.001 -0.0017 0.0143
Si 2.7528 0.0678 27.4419 0.0043 0.0038 0.0071
Si 8.2438 0.051 27.4371 0.0069 0.0013 0.0098
Si -0.0269 2.701 27.4111 0.0038 0.0005 0.0038
Si 5.4492 2.7029 27.4179 0.0089 -0.005 0.0011
Si 2.7974 5.4931 27.4551 -0.0048 0.0099 0.0039
Si 8.2444 5.497 27.4372 -0.0048 0.0028 0.0052
Si -0.0346 8.1879 27.4724 -0.0074 -0.0011 0.0035
Si 5.4473 8.1634 27.4625 -0.003 -0.0071 0.0049
Si 4.1018 1.3673 28.8178 0.1347 0.1608 0.303
Si 9.5708 1.3673 28.8178 0.1719 0.1239 0.3163
Si 1.3673 4.1018 28.8178 0.0012 -0.0379 -0.476
Si 6.8362 4.1018 28.8178 -0.0205 0.0334 -0.4378
Si 4.1018 6.8362 28.8178 0.1076 -0.0883 0.5806
Si 9.5708 6.8362 28.8178 -0.0272 -0.0984 0.4416
Si 1.3673 9.5708 28.8178 0.0048 0.2135 -0.3394
Si 6.8362 9.5708 28.8178 0.0744 0.1002 -0.4324
Si 0 0 30.1851 0.0208 0.0391 0.0174
Si 5.469 0 30.1851 -0.0201 0.0285 -0.0173
Si 2.7345 2.7345 30.1851 0.0529 0.0057 0.0161
Si 8.2035 2.7345 30.1851 0.038 -0.0014 -0.0066
Si 0 5.469 30.1851 -0.0075 0.0428 -0.014
Si 5.469 5.469 30.1851 -0.004 0.0541 0.01
Si 2.7345 8.2035 30.1851 0.0525 -0.0052 -0.0094
Si 8.2035 8.2035 30.1851 0.0246 -0.0091 0.0182
Si 1.3673 1.3673 31.5523 -0.0343 -0.0393 0.0015
Si 6.8362 1.3673 31.5523 -0.0388 -0.0352 -0.0015
Si 4.1018 4.1018 31.5523 0.0199 0.0378 -0.0066
Si 9.5708 4.1018 31.5523 0.0098 0.0151 0.0005
Si 1.3673 6.8362 31.5523 -0.0215 -0.0329 -0.0007
Si 6.8362 6.8362 31.5523 -0.0406 -0.0662 -0.0027
Si 4.1018 9.5708 31.5523 0.0193 0.014 0.0011
Si 9.5708 9.5708 31.5523 0.0228 0.0159 0.0036
Si 2.7345 0 0.6835 0.0222 0.0413 -0.0026
Si 8.2035 0 0.6835 0.0107 0.0314 0.0051
Si 0 2.7345 0.6835 -0.0128 -0.0014 0.0022
Si 5.469 2.7345 0.6835 -0.0189 -0.0199 -0.0024
Si 2.7345 5.469 0.6835 0.0488 0.0005 -0.0057
Si 8.2035 5.469 0.6835 0.0273 0.0615 -0.0049
Si 0 8.2035 0.6835 -0.0109 -0.0082 0.0049
Si 5.469 8.2035 0.6835 -0.0016 -0.0153 -0.0008
Si 4.1018 1.3673 2.0507 0.0064 -0.0627 0.0071
Si 9.5708 1.3673 2.0507 0.0211 -0.0459 -0.0046
Si 1.3673 4.1018 2.0507 -0.0086 0.0654 -0.0221
Si 6.8362 4.1018 2.0507 -0.0355 0.014 -0.0166
Si 4.1018 6.8362 2.0507 0.0059 -0.0424 0.0097
Si 9.5708 6.8362 2.0507 -0.038 -0.0943 0.0077
Si 1.3673 9.5708 2.0507 -0.0316 -0.0062 -0.0191
Si 6.8362 9.5708 2.0507 -0.0702 0.0017 -0.0179
Si 0 0 3.418 -0.2089 -0.1119 -0.3274
Si 5.469 0 3.418 0.024 -0.1125 -0.5655
Si 2.7345 2.7345 3.418 -0.1343 -0.0701 0.3668
Si 8.2035 2.7345 3.418 0.0459 0.0558 0.4241
Si 0 5.469 3.418 -0.0439 -0.158 -0.4238
Si 5.469 5.469 3.418 0.1086 0.032 -0.468
Si 2.7345 8.2035 3.418 -0.1912 -0.0494 0.3854
Si 8.2035 8.2035 3.418 -0.0126 0.0007 0.4187
Si 1.3125 1.3326 4.7944 -0.0032 -0.0041 -0.0054
Si 6.8058 1.3157 4.7715 -0.0097 0.0052 -0.0052
Si 4.1275 4.1317 4.7651 -0.0001 0.0092 -0.0003
Si 9.6353 4.1122 4.8126 0.0006 -0.0017 -0.0014
Si 1.2875 6.8221 4.7969 -0.0034 -0.0034 -0.0115
Si 6.8178 6.786 4.795 -0.0063 0.0045 -0.0007
Si 4.1278 9.5937 4.7705 0.0056 0.006 0.0006
Si 9.5926 9.5975 4.8145 0.003 -0.0075 -0.0037
Si 2.6993 -0.0387 6.1072 -0.0004 0.0021 -0.0154
Si 8.1464 -0.0374 6.1953 0.0001 -0.0004 -0.0066
Si -0.018 2.6666 6.2365 0.002 0.0067 -0.01
Si 5.4207 2.6891 6.0953 0.0059 -0.009 -0.0077
Si 2.6776 5.433 6.0876 0.0015 0.0009 -0.0156
Si 8.2519 5.4673 6.1828 -0.0003 -0.0162 -0.0026
Si -0.0319 8.1958 6.2332 0.0007 0.0057 -0.0026
Si 5.3832 8.1461 6.1326 -0.0023 -0.0018 -0.013
As 3.595 1.7801 7.4936 -0.0021 -0.0029 0.0041
Si 9.0986 1.68 7.5674 -0.0036 0.0073 0.0136
As 1.797 3.6568 7.5631 0.0064 -0.007 0.0027
Si 7.291 3.5824 7.305 -0.0022 0.0053 -0.0028
As 3.5865 7.1932 7.5194 -0.0045 -0.0006 0.0077
Si 8.9895 7.3833 7.544 0.0048 0.0106 0.0005
As 1.8058 9.1233 7.5913 0.0049 -0.001 0.0028
Si 7.1368 9.094 7.4438 -0.0052 -0.0104 0.0082
O 9.5376 0.9833 9.0494 -0.0017 0.0034 -0.0121
O 6.6793 4.3832 8.6136 0.003 -0.0015 0.0012
O 6.6259 9.5439 8.9839 0.0058 0.0023 -0.0062
O 9.2773 7.1161 9.1837 0.0003 -0.0022 0.0011
O 5.6591 5.3823 23.2202 -0.003 -0.0006 -0.0035
O 8.186 3.0041 23.0615 0.0043 0.0001 0.0058
O 3.188 9.0936 21.2555 -0.0033 -0.0011 0
O 2.5868 3.1854 23.1129 0.0026 0.0011 -0.0003
Si 5.5167 9.7069 10.176 -0.0124 0.0026 0.0052
Si -5.0718 17.2602 21.9185 -0.0004 0.0085 -0.0002
Si 4.8124 9.0036 21.1925 -0.0015 0.0013 0.0053
Si 10.4 5.842 12.6435 -0.0013 0.0001 0.0009
Si 4.2725 4.7034 19.6834 -0.0008 -0.0011 0.0026
Si -4.0991 0.3578 12.2301 -0.0018 0.0014 -0.0015
Si 2.2521 0.3734 14.7764 -0.0001 0 0.0024
Si 3.8429 -4.6712 15.4788 -0.0009 -0.001 0.0038
Si 11.0285 1.0127 12.978 0.0014 -0.0008 0.0023
Si 13.5211 2.441 12.773 0.0004 -0.0025 -0.0005
Si 8.4384 11.6877 14.8371 0.001 0.0001 0.0034
Si 6.9693 7.2997 12.6758 -0.0052 0.0022 0.001
Si 9.542 12.7875 19.1137 -0.0012 0.0008 0.0041
Si -1.7157 -3.0324 10.6192 0.0001 0.0018 0.0062
Si 7.4194 -7.4668 15.2618 -0.002 0 0.0017
Si 2.383 1.786 17.419 0.0018 -0.0005 0.0025
Si -2.5493 5.9185 20.5547 0.0006 0.0018 -0.0003
Si -2.4359 -3.4754 17.7216 0.0018 0.0001 0.0036
Si -1.2327 5.5866 15.6826 -0.0009 0.0012 0.0019
Si 7.8719 4.344 12.4383 -0.0006 -0.0047 -0.0007
Si 2.5653 5.498 12.7348 -0.0003 -0.0002 -0.0006
Si 6.3913 -3.1901 15.398 -0.0024 0.0003 0.0008
Si -2.7189 -0.5355 17.5466 -0.0021 -0.001 0.0064
Si 5.2833 -0.7987 18.5855 -0.0007 0.0019 0.0034
Si 7.9259 2.8803 21.4505 -0.0004 -0.0039 -0.0058
Si -6.3587 -3.9769 11.0676 0.001 -0.0018 -0.0033
Si -6.9928 -1.8148 16.1326 -0.0005 -0.0009 0.0015
Si 1.3138 11.664 19.9075 -0.0008 0.0017 0.0029
Si 0.1958 -6.8797 17.7302 0.0001 -0.0001 0.0032
Si -9.2588 -4.8275 19.5004 -0.0012 0.0012 0.0041
Si 4.6619 -7.2302 16.8916 -0.0027 -0.0014 0.0009
Si 2.9224 13.4726 21.6693 -0.0004 -0.0076 -0.0025
Si 9.4409 0.1837 10.4771 0.0022 -0.0017 0.0083
Si 4.5938 1.5797 10.8116 0.0015 0.0014 -0.003
Si 11.2503 6.3844 21.9294 -0.0015 0.002 -0.0032
Si 12.5989 8.7333 20.814 0.0036 0.0028 0.0054
Si 5.3955 11.8231 21.0619 -0.0029 -0.0027 0.0074
Si 5.9804 4.2317 10.0519 0.0001 0.0011 0.0013
O -7.0731 2.2828 16.9502 0.0004 0.0012 0.0035
O 4.0306 -1.0311 17.5604 -0.001 -0.0002 0.0013
O 7.9348 -6.5969 20.6965 -0.0001 0.0004 0.0039
O 5.366 7.3725 12.4309 0.0021 -0.0001 0.0055
O -9.3675 1.8034 21.1085 0.0017 0.0023 0.004
O 0.1152 5.7083 23.3738 -0.0036 0.0023 -0.0051
O 1.0597 -0.0633 13.7447 -0.0013 0 0.0021
O 5.4313 -1.8868 15.4768 -0.0001 0.0014 0.0031
O 9.4713 4.5663 12.1754 -0.001 -0.0005 0.0039
O 3.1681 5.7012 19.0278 0.0001 -0.0003 0.0018
O 6.1944 9.8947 11.6655 0.0011 -0.0029 0.0011
O 5.325 5.6975 10.3405 0.0021 0.0007 0.003
O 0.9838 5.3608 12.51 0.0022 -0.0003 0.0043
O 11.881 2.4142 12.856 -0.0018 0.0014 0.0027
O 3.059 -0.9893 15.0661 -0.0005 0.0003 0.0041
O -2.8506 0.695 11.233 0.0033 -0.0001 -0.0003
O 7.148 7.5126 16.811 0.0007 0 0.0013
O -5.8249 15.0159 18.4294 0.0003 0.0004 0.0004
O 4.5605 -2.5745 10.1976 0.0007 0.0032 -0.0002
O 2.9261 6.2211 14.1394 -0.0007 -0.0012 0.0026
O -1.2911 6.8186 16.7508 -0.001 -0.0006 0.002
O 12.4137 -5.3218 21.0625 -0.0027 -0.0015 0.006
O 12.5143 -3.1875 19.4928 -0.0009 -0.0012 -0.0005
O -2.6799 -4.429 19.0319 -0.0005 -0.0005 0.0027
O 11.9712 10.1823 20.4936 -0.001 -0.0008 -0.0002
O -3.5762 -13.8696 14.0984 0.0016 -0.0002 0.0019
O -7.2686 4.8679 16.2923 0.0009 0.0016 0.0017
O -2.0405 9.0122 18.1311 0.0003 -0.0015 0.0003
O 5.6217 10.3338 21.7279 0.0009 0.0015 0.0007
O 0.5398 -5.5301 18.5823 0.0002 0.0025 0.0012
O 10.837 4.5197 16.1906 0.0002 0 0.0036
O 7.2833 0.2462 13.7871 -0.0015 -0.0002 0.0019
O 3.5044 3.5792 20.568 -0.0005 0.0028 0.0023
O 7.2827 -5.1925 12.9339 0.0018 -0.0001 0.0038
O 3.1375 1.5602 14.0494 -0.0003 0.0014 0.0034
O 3.0795 12.6433 11.3964 -0.0009 -0.001 0.0042
O 1.6849 0.9547 16.199 0.0005 0.0009 0.0018
O -4.3933 12.959 21.2445 0.0029 0.0044 0.0034
O 4.0724 1.4006 21.8503 -0.0013 0.0041 0.0016
O 0.7769 7.9722 21.9858 -0.0027 -0.0027 0.0058
O -0.2515 0.5573 11.4597 -0.0036 -0.0004 0.0003
O -0.0158 1.045 19.0742 0.0008 -0.0005 0.0029
O -4.9955 3.5692 15.9122 0.0006 0.0007 0.0027
O 8.6766 -0.4123 15.9687 -0.0009 0 -0.0012
O -4.3246 -0.7147 17.6802 -0.0011 0.0003 0.002
O 5.2947 -2.0843 19.6254 -0.0007 -0.0021 -0.0005
O 4.9212 2.983 10.0236 -0.002 -0.0018 0.0026
O -1.836 2.0558 20.6734 -0.0022 0.0017 0.0043
O 3.1083 -4.5245 11.4902 0.0015 0.0018 0.0035
O 5.265 5.5569 20.6238 -0.0015 0 0.0049
O 8.5114 0.8427 18.3654 0.0017 0.0021 0.0012
O 7.1753 3.8422 11.0789 -0.0016 0.0002 0.0015
O 9.7267 1.1588 13.9316 0.0006 0.0004 0.0024
O 13.4283 0.8785 18.7805 -0.0019 -0.0001 0.0023
O -7.5728 -3.3421 16.3242 -0.0004 -0.0004 0.0023
O 1.5013 3.1092 17.7583 -0.0005 0.0009 0.0027
O 16.6049 12.4159 12.0499 0.002 -0.0011 0.0057
O 7.4765 3.3106 13.6292 -0.0017 0.0009 0.0034
O 5.1686 0.5865 19.4627 -0.0004 -0.0011 0.002
O -0.7091 -3.7674 11.6886 -0.0032 0.0015 -0.0012
O 8.274 4.7897 15.6898 -0.0003 0.0004 0.0017
O 9.8142 3.2877 18.3557 -0.0017 0.0005 0.0008
O 7.4117 6.7117 21.5895 -0.0045 -0.0033 0.0024
O 9.5206 9.4865 10.313 -0.0038 -0.0015 -0.0001
O -3.1823 -3.1541 11.3341 0.0032 0.0015 -0.0007
O 9.8868 6.2137 21.0732 0.0029 -0.0008 0.0062
O -5.4993 6.4357 15.1486 0.0011 0.0005 0.0021
O 3.1635 3.968 12.7715 0.0005 0.0023 0.005
O -13.8334 2.0484 15.7469 -0.0002 -0.001 0.0011
O -0.864 -4.7543 14.2133 -0.0008 -0.0007 0.0024
O 4.7025 0.1887 9.9204 0.0035 -0.0033 0.0061
O 5.1446 18.6917 22.1654 0.0031 -0.0056 0.0048

Results
free energy: -164449.089 eV
free energy less fixed offsets of As -4856.12, O -568.88, Si -635.61 eV per atom: -2.869 eV

The program warned: the cutoff lies below the one the program advises for these potential files; the exchange-correlation potential is rough where the density is thin.
